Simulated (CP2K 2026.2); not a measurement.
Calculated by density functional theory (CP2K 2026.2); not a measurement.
Periodic cell of 534 atoms, Si358O176, from a study of silicon, its oxide and their interface. The atomic structure is a simulated model.
Doubt: the forces sum to 2.63 eV/angstrom along one axis rather than to zero, so they err by at least 0.0049 eV/angstrom per atom on average; the grid cutoff is modest.

Settings
functional: PBE
method: Gaussian and plane waves
basis set: DZVP-MOLOPT-SR-GTH
pseudopotentials: GTH-PBE
grid cutoff: 350 Ry, relative cutoff 50 Ry
k points: Gamma only
occupations: fixed
spin: none
net charge: 0

Cell vectors (angstrom)
a	16.4025	0	0
b	0	16.4025	0
c	0	0	35.6346

Atoms and the computed forces on them: element, x, y, z (angstrom), force x, y, z (eV/angstrom)
Si	0.757	15.736	35.263	-0.031	0.187	-0.059
Si	3.445	2.183	0.265	-0.035	-0.041	-0.453
Si	16.226	5.489	0.208	0.073	-0.231	-0.131
Si	2.736	8.238	0.48	0.059	0.092	-0.398
Si	0.681	10.447	35.604	-0.021	-0.058	0.095
Si	2.907	13.574	0.405	0.085	-0.137	0.064
Si	5.449	16.31	0.692	-0.443	-0.245	-0.067
Si	7.575	2.427	35.362	-0.213	-0.099	-0.011
Si	4.773	5.956	0.123	0.025	0.143	-0.237
Si	8.222	8.084	35.589	-0.147	-0.012	0.201
Si	5.059	11.408	35.603	-0.125	0.107	0.037
Si	7.801	14.461	35.507	0.192	-0.03	0.418
Si	11.199	16.164	0.103	-0.052	0.054	0.228
Si	13.697	2.88	0.14	0.551	-0.321	0.288
Si	11.248	4.801	35.018	0.485	0.155	0.196
Si	14.324	8.09	35.431	0.059	0.131	0.093
Si	11.063	10.859	35.53	0.098	-0.034	0.148
Si	13.413	13.911	35.555	0.075	0.141	-0.206
Si	1.524	1.144	1.208	0.133	-0.101	-0.142
Si	4.127	4.1	1.53	-0.091	0.103	-0.175
Si	1.406	6.689	1.567	-0.258	0.013	-0.197
Si	4.157	9.738	1.53	0.037	0.128	-0.281
Si	1.459	12.138	1.492	0.088	-0.001	-0.353
Si	4.09	14.905	1.881	0.095	0.147	-0.279
Si	6.78	1.467	1.693	0.192	-0.013	-0.015
Si	9.803	4.09	1.149	-0.134	-0.101	0.245
Si	6.7	6.881	1.298	0.035	-0.015	-0.211
Si	9.712	9.449	1.239	-0.209	-0.001	-0.007
Si	6.891	12.455	1.154	-0.083	-0.068	-0.383
Si	9.545	15.114	1.431	0.04	-0.093	-0.29
Si	12.467	1.297	1.377	-0.1	0.016	-0.387
Si	15.079	4.047	1.62	-0.04	-0.014	-0.189
Si	12.523	7.03	1.06	0.26	0.064	0.081
Si	15.28	9.604	1.295	0.079	0.119	-0.148
Si	12.36	12.284	1.279	-0.068	-0.011	-0.099
Si	15.231	14.948	1.082	0.012	0.025	-0.141
Si	0.133	2.582	2.705	0.162	-0.159	-0.131
Si	2.692	16.39	2.938	-0.165	0.001	0.087
Si	0.037	8.17	2.804	-0.172	-0.14	0.19
Si	2.728	5.36	2.917	0.036	-0.099	0.173
Si	16.396	13.579	2.675	0.038	0.003	-0.048
Si	2.787	10.936	2.959	0.069	-0.029	0.223
Si	5.487	2.862	2.967	0.03	0.112	0.3
Si	8.289	0.098	2.85	0.242	0.107	0.24
Si	5.514	8.273	2.778	0.017	-0.013	0.184
Si	8.245	5.447	2.525	0.032	-0.033	-0.045
Si	5.639	13.575	2.913	0.153	-0.037	0.026
Si	8.264	10.939	2.539	-0.063	0.038	-0.226
Si	11.051	2.717	2.685	-0.09	0.081	0.002
Si	13.885	16.322	2.641	0.04	-0.076	-0.061
Si	11.08	8.165	2.617	0.029	-0.053	0.122
Si	13.656	5.527	2.712	-0.083	0.257	0.039
Si	10.941	13.607	2.681	-0.209	0.091	0.112
Si	13.778	10.951	2.629	0.08	-0.195	-0.01
Si	1.357	3.983	4.194	0.084	0.072	0.033
Si	4.107	1.398	4.231	-0.12	0.064	-0.064
Si	1.388	9.524	4.218	0.012	0.023	-0.094
Si	4.129	6.854	4.142	0.109	-0.059	-0.095
Si	1.315	14.942	4.169	0.03	0.199	-0.077
Si	4.188	12.287	4.266	0.075	-0.09	-0.019
Si	6.977	4.199	4.149	-0.015	-0.101	-0.003
Si	9.695	1.433	4.156	-0.069	-0.07	-0.031
Si	6.932	9.631	4.074	-0.005	-0.169	-0.058
Si	9.628	6.806	3.959	0.02	0.057	0.011
Si	6.942	15.07	4.197	-0.058	-0.086	-0.086
Si	9.569	12.261	4.053	0.164	-0.001	-0.056
Si	12.333	4.115	4.087	0.027	0.098	-0.024
Si	15.123	1.306	4.097	0.028	-0.094	0.04
Si	12.384	9.57	4.016	0.017	0.014	-0.028
Si	15.015	6.842	4.158	0.027	0.14	-0.2
Si	12.381	15.009	4.011	0.034	-0.076	-0.128
Si	15.045	12.279	4.105	0.037	0.062	-0.002
Si	16.398	0.03	10.965	-0.024	0.039	-0.001
Si	2.743	2.745	10.955	0.017	0.001	0.019
Si	0.004	5.475	10.95	0.008	-0.008	-0.008
Si	2.737	8.197	10.965	0.007	0.033	0.014
Si	16.388	10.943	10.968	-0.028	0.008	-0.007
Si	2.733	13.675	10.954	-0.015	-0.007	-0.007
Si	5.482	0.017	10.947	0.009	0.03	-0.005
Si	8.24	2.763	10.948	0.006	-0.019	-0.001
Si	5.486	5.488	10.962	-0.051	-0.007	0.015
Si	8.215	8.212	10.978	-0.007	-0.017	0
Si	5.471	10.934	10.951	0.003	0.047	-0.003
Si	8.196	13.669	10.952	-0.005	0.011	-0.002
Si	10.949	0.031	10.954	-0.008	-0.047	0
Si	13.685	2.766	10.963	-0.032	-0.003	-0.003
Si	10.945	5.481	10.963	-0.018	0.004	-0.008
Si	13.651	8.201	10.966	0.003	0.049	0
Si	10.916	10.937	10.978	-0.012	0.048	-0.013
Si	13.655	13.689	10.982	0.029	0.025	-0.005
Si	1.358	1.403	12.331	0.012	-0.033	0.019
Si	4.106	4.122	12.312	0.002	0.012	-0.012
Si	1.365	6.828	12.332	-0.028	0.003	-0.002
Si	4.101	9.57	12.323	-0.009	0.013	-0.01
Si	1.346	12.333	12.324	0.041	-0.015	0.004
Si	4.092	15.057	12.309	-0.016	-0.037	0.012
Si	6.845	1.407	12.294	-0.006	-0.015	-0.008
Si	9.592	4.125	12.346	-0.011	0.016	0.009
Si	6.843	6.851	12.343	0.025	0.038	-0.007
Si	9.547	9.58	12.366	0.028	0.033	0.011
Si	6.807	12.31	12.326	-0.044	-0.084	-0.016
Si	9.554	15.069	12.291	0	0.012	-0.015
Si	12.303	1.419	12.324	0.053	0.032	-0.001
Si	15.051	4.126	12.34	0.044	0.01	0.001
Si	12.288	6.84	12.351	-0.02	-0.021	-0.001
Si	15.005	9.58	12.328	0.022	-0.036	-0.034
Si	12.264	12.324	12.333	-0.016	-0.045	-0.039
Si	15.008	15.095	12.328	0.02	-0.068	0.006
Si	0.022	2.786	13.73	-0.058	0.006	0.017
Si	2.716	0.018	13.676	-0.02	0.035	0.014
Si	16.37	8.195	13.669	-0.012	0.077	0.011
Si	2.731	5.452	13.704	0.073	-0.035	0.05
Si	16.379	13.734	13.675	-0.068	0.059	0.009
Si	2.712	10.942	13.662	0.003	0.034	0.024
Si	5.488	2.777	13.664	-0.015	-0.025	-0.017
Si	8.201	0.042	13.654	-0.006	-0.022	-0.014
Si	5.451	8.198	13.709	0.011	-0.016	0.023
Si	8.206	5.479	13.71	-0.008	-0.001	-0.023
Si	5.436	13.685	13.689	-0.022	0.007	0.009
Si	8.128	10.926	13.718	-0.019	0.103	-0.003
Si	10.969	2.779	13.729	0	-0.034	0.022
Si	13.66	0.081	13.707	-0.041	0.011	0.026
Si	10.909	8.198	13.73	-0.003	0.019	-0.005
Si	13.669	5.473	13.709	0.007	0.007	0.025
Si	10.884	13.708	13.673	0.04	-0.029	0.042
Si	13.613	10.941	13.687	0.008	0.054	0.003
Si	1.389	4.125	15.145	0.009	0.006	0.14
Si	4.096	1.414	14.981	0.036	0.052	0.076
Si	1.334	9.57	14.999	-0.037	-0.092	-0.04
Si	4.12	6.789	15.067	-0.029	0.098	0.073
Si	1.317	15.109	15.079	0.002	-0.117	0.011
Si	4.041	12.321	15.055	-0.002	-0.049	0.054
Si	6.833	4.125	15.075	0	-0.005	0.023
Si	9.541	1.421	15.034	0.028	-0.047	0.002
Si	6.764	9.555	15.132	-0.013	0.033	0.082
Si	9.538	6.836	15.111	-0.008	-0.002	0.083
Si	6.821	15.084	15.002	0.048	0.034	0.037
Si	9.478	12.352	15.023	-0.071	-0.127	-0.006
Si	12.363	4.114	15.139	-0.015	0.038	0.017
Si	15.046	1.441	15.102	0.025	0.028	-0.031
Si	12.274	9.564	15.093	-0.008	0.071	0.082
Si	15.007	6.856	15.073	0.023	-0.012	0.006
Si	12.214	15.141	15.012	0.042	0.003	0.029
Si	14.952	12.387	14.982	0.013	-0.053	0.005
Si	0.026	0.142	16.494	-0.101	0.07	0.156
Si	2.813	2.709	16.481	0.106	-0.084	0.034
Si	16.38	5.538	16.473	0.046	0.042	0.081
Si	2.686	8.156	16.339	0.036	0.21	0.054
Si	16.323	10.984	16.258	0.072	0.014	0.024
Si	2.648	13.69	16.412	-0.084	0.13	0.112
Si	5.477	0.089	16.322	-0.053	0.073	0.168
Si	8.232	2.791	16.426	-0.005	-0.026	0.16
Si	5.468	5.429	16.502	0.005	-0.075	0.04
Si	8.086	8.114	16.514	0.122	0.002	0.016
Si	5.363	10.959	16.479	-0.039	0.009	0.143
Si	8.142	13.747	16.413	-0.049	-0.054	0.055
Si	10.841	0.065	16.441	-0.02	-0.028	0.055
Si	13.742	2.768	16.57	-0.004	0.003	0.254
Si	10.978	5.505	16.462	-0.001	-0.038	0.015
Si	13.657	8.196	16.492	0.084	-0.033	0.069
Si	10.793	10.933	16.347	-0.07	0.189	-0.007
Si	13.607	13.813	16.328	-0.132	-0.009	0.121
Si	1.487	1.413	17.975	-0.159	0.107	0.015
Si	4.128	4.078	17.927	0.017	-0.025	-0.022
Si	1.357	6.915	17.839	0.029	0.111	0.145
Si	3.889	9.545	17.786	-0.135	-0.089	-0.351
Si	1.198	12.284	17.718	-0.04	-0.16	-0.066
Si	4.058	15.159	17.633	0.229	0.013	-0.244
Si	6.789	1.473	17.764	-0.005	-0.023	0.045
Si	9.68	4.086	17.815	-0.075	-0.07	0.044
Si	6.796	6.687	17.991	0.109	0.081	0.113
Si	9.456	9.548	17.777	0.126	0.023	-0.032
Si	6.73	12.43	17.783	0.013	-0.033	-0.008
Si	9.399	15.167	17.845	0.069	-0.056	0.058
Si	12.239	1.365	17.842	-0.069	0.09	-0.136
Si	15.219	4.137	17.988	0.027	-0.127	-0.002
Si	12.327	6.806	17.918	-0.158	0.065	0.03
Si	15.075	9.652	17.723	0.197	0.026	0.117
Si	12.083	12.477	17.557	-0.171	-0.086	-0.288
Si	14.946	15.2	17.759	0.161	-0.167	-0.089
Si	0.772	3.306	19.282	-0.138	0.198	-0.243
Si	2.903	16.365	19.272	-0.13	-0.288	-0.246
Si	0.375	8.723	19.181	0.05	-0.013	-0.19
Si	2.468	5.221	19.175	-0.046	0.093	0.019
Si	16.108	13.607	19.004	-0.224	0.166	0.021
Si	2.242	10.694	19.131	0.062	-0.036	-0.137
Si	5.466	2.655	19.364	0.016	0.388	-0.303
Si	7.982	0.107	19.247	-0.08	0.129	-0.031
Si	5.118	8.004	19.13	-0.014	-0.051	-0.016
Si	8.385	5.273	19.346	-0.166	-0.07	0.12
Si	5.278	13.84	19.088	-0.118	-0.107	-0.007
Si	8.005	10.915	19.072	-0.11	-0.139	0.027
Si	10.958	2.719	19.294	-0.212	0.091	-0.291
Si	13.514	0.002	19.238	0.403	0.28	-0.038
Si	10.88	8.237	19.204	-0.012	0.008	0.27
Si	13.715	5.405	19.327	0.134	0.16	-0.22
Si	10.786	13.773	19.124	-0.198	-0.094	-0.253
Si	13.482	11.078	18.706	-0.175	0.231	0.222
Si	0.55	2.627	21.562	0.157	-0.159	0.05
Si	4.43	1.058	20.696	-0.09	0.175	0.36
Si	15.661	7.469	20.967	0.125	0.413	0.237
Si	3.78	6.664	20.722	0.026	-0.082	-0.004
Si	0.982	14.462	20.722	-0.264	-0.354	-0.104
Si	3.926	12.196	20.249	0.029	-0.224	0.341
Si	7.851	3.6	21.106	0.309	0.642	-0.084
Si	9.201	1.703	20.542	0.04	-0.346	-0.031
Si	6.12	9.836	20.156	0.194	0.047	0.187
Si	9.531	6.853	20.607	0.144	0.303	-0.311
Si	6.155	15.551	20.577	0.171	-0.537	-0.086
Si	9.614	12.081	20.334	0.051	0.1	0.541
Si	12.59	3.768	20.677	-0.233	0.248	-0.019
Si	14.058	2.079	21.352	0.113	-0.176	0.329
Si	12.06	10.029	20.187	0.095	-0.194	0.013
Si	15.473	8.741	22.934	0.075	-0.064	0.177
Si	12.356	14.755	20.567	-0.325	-0.044	0.313
Si	14.118	12.895	20.063	0.509	-0.213	-0.101
Si	3.082	2.955	23.104	0.146	0.14	0.531
Si	14.36	16.273	23.485	0.118	-0.02	0.426
Si	4.815	5.623	23.428	-0.13	0.17	0.172
Si	13.9	11.071	22.262	0.224	-0.224	0.156
Si	5.536	15.502	25.466	-0.198	-0.178	0.134
Si	2.462	12.846	22.856	0.022	-0.061	0.158
Si	7.452	12.04	25.222	-0.019	-0.208	0.298
Si	1.487	7.397	22.645	0.031	-0.065	0.339
Si	7.679	8.682	22.175	-0.151	0.066	0.397
Si	3.42	13.409	25.674	0.094	-0.204	0.215
Si	10.14	14.257	28.658	0.131	0.026	-0.109
Si	10.214	16.01	22.772	-0.058	0.058	0.065
Si	0.703	0.431	22.445	0.082	-0.023	0.281
Si	11.603	5.837	22.846	-0.105	0.232	0.409
Si	13.228	7.783	24.43	-0.021	-0.003	0.372
Si	10.979	9.85	24.827	-0.121	-0.05	0.238
Si	15.918	12.197	25.888	0.103	-0.099	0.25
Si	1.163	14.945	26.543	0.071	-0.131	0.136
Si	2.719	0.416	24.58	0.077	-0.119	0.253
Si	13.003	15.235	25.897	0.044	-0.07	0.204
Si	4.208	7.974	27.688	-0.02	-0.088	-0.062
Si	3.487	11.296	29.744	-0.011	-0.082	0.027
Si	7.762	8.546	31.228	-0.025	0.037	-0.252
Si	7.371	14.664	23.332	-0.09	-0.056	0.437
Si	10.583	0.476	25.809	-0.042	-0.033	0.38
Si	7.814	4.806	24.128	-0.097	0.163	0.235
Si	10.675	4.489	32.678	0.183	-0.071	-0.391
Si	9.037	7.029	27.316	-0.109	0.125	0.167
Si	9.128	11.057	22.94	-0.009	0.148	0.301
Si	11.282	0.091	30.406	-0.018	-0.124	-0.205
Si	11.467	3.139	27.202	0.079	0.052	-0.097
Si	8.563	7.673	24.659	0.018	0.081	0.395
Si	2.166	10.803	24.969	0.047	-0.022	0.203
Si	14.619	11.243	28.607	0.043	-0.078	-0.06
Si	15.052	15.817	27.961	0.092	-0.013	-0.081
Si	16.086	2.426	30.844	0.082	-0.086	-0.136
Si	13.768	13.335	23.926	-0.003	-0.059	0.478
Si	14.876	7.829	32.37	-0.003	-0.191	-0.337
Si	13.57	1.693	29.102	0.123	-0.045	0.014
Si	3.061	7.64	24.978	0.064	0.093	0.216
Si	1.683	13.507	31.074	-0.003	0.001	-0.212
Si	5.97	4.53	33.441	-0.155	-0.085	-0.236
Si	8.931	0.152	33.783	0.234	-0.286	0.068
Si	5.695	10.645	27.521	0.061	0.019	0.066
Si	8.566	9.752	28.783	-0.022	0.058	-0.15
Si	0.752	9.917	29.904	-0.086	-0.061	-0.182
Si	11.673	5.807	25.863	0.114	0.123	0.224
Si	5.176	3.796	30.537	-0.224	0.175	-0.276
Si	8.484	4.141	27.199	-0.024	0.133	-0.012
Si	11.47	9.616	32.822	0.14	-0.097	-0.337
Si	1.167	7.283	31.061	0.103	-0.117	-0.116
Si	11.043	13.667	31.493	0.069	-0.023	-0.142
Si	15.916	3.223	33.769	-0.1	0.288	-0.091
Si	2.084	4.205	30.73	0	0.111	-0.118
Si	3.705	8.518	30.607	0.085	-0.016	0.029
Si	0.112	11.428	32.583	0.191	-0.016	-0.294
Si	1.23	0.03	32.201	0.178	0.134	-0.186
Si	6.843	10.209	33.514	-0.085	-0.314	-0.247
Si	7.96	16.045	27.496	0.028	-0.037	-0.062
Si	7.397	2.178	29.248	-0.131	0.05	-0.036
Si	5.852	6.706	29.769	-0.168	0.098	-0.072
Si	13.171	9.293	30.422	0.09	-0.014	-0.341
Si	10.02	11.808	27.044	0.055	-0.13	0.002
Si	9.398	11.723	33.273	0.223	-0.147	-0.319
Si	8.369	6.342	33.129	-0.204	0.415	-0.209
Si	9.782	1.729	31.267	0.214	-0.015	-0.321
Si	12.245	6.943	31.66	0.239	0.204	-0.279
Si	2.277	2.499	33.252	0.064	0.074	-0.483
Si	13.965	12.998	32.526	-0.067	0.045	-0.222
Si	15.262	13.846	30.145	0.148	-0.103	-0.201
O	0.499	16.05	33.63	-0.04	0.036	0.299
O	2.496	1.075	32.452	-0.078	0.189	0.33
O	2.218	3.819	32.303	0.065	0.187	0.192
O	3.358	2.837	34.378	-0.157	-0.112	0.42
O	16.272	4.713	34.36	0.037	0.027	0.151
O	15.647	3.288	32.165	-0.166	0.152	0.276
O	3.77	7.231	35.268	0.217	-0.209	0.703
O	0.224	11.005	34.134	0.084	0.22	0.191
O	14.91	11.671	32.291	-0.027	-0.014	0.047
O	1.728	9.199	35.168	-0.224	0.289	0.675
O	3.952	12.603	35.154	0.026	-0.149	0.388
O	1.979	14.596	35.112	-0.503	0.348	0.028
O	6.336	15.248	35.418	0.245	-0.106	0.06
O	4.473	0.922	35.445	-0.391	0.471	0.46
O	6.824	5.859	32.992	0.053	0.215	0.044
O	5.925	2.467	29.932	-0.067	-0.012	-0.187
O	4.787	5.184	34.312	-0.061	0.219	0.05
O	8.69	7.645	32.204	0.239	-0.174	0.134
O	4.849	7.394	30.873	0.157	-0.011	0.131
O	8.778	6.799	34.652	0.297	0.126	0.164
O	7.531	9.226	34.622	-0.114	0.026	0.046
O	5.427	10.72	34.126	-0.002	0.012	0.171
O	9.909	13.037	32.481	-0.159	0.223	0.021
O	8.505	14.975	34.045	-0.077	-0.294	0.101
O	10.417	0.419	34.441	0.01	0.296	-0.343
O	12.266	15.044	35.11	0.231	-0.227	0.284
O	11.504	5.497	31.62	0.044	-0.268	0.049
O	12.63	3.882	35.067	-0.647	0.487	-0.068
O	11.655	6.363	35.434	-0.142	-0.392	-0.174
O	6.808	3.504	34.393	0.293	0.012	0.277
O	15.325	6.801	35.515	-0.202	0.019	-0.07
O	14.532	8.536	33.811	-0.338	0.169	0.355
O	9.945	11.871	34.814	-0.144	0.177	0.249
O	11.986	10.1	34.32	-0.321	-0.088	0.372
O	13.78	6.62	32.164	-0.127	-0.129	0.211
O	13.943	13.283	34.118	-0.168	-0.001	0.376
O	1.659	3.482	22.461	-0.174	0.239	-0.324
O	15.351	2.948	21.915	0.119	0.005	-0.026
O	2.416	14.94	20.073	-0.241	0.46	-0.132
O	3.885	2.013	22.012	0.309	-0.295	-0.428
O	14.5	6.53	20.306	0.11	-0.212	0.178
O	0.414	6.5	21.773	0.027	-0.226	-0.225
O	3.86	4.303	23.609	-0.256	-0.315	-0.265
O	2.798	7.623	21.684	0.06	-0.117	-0.168
O	1.217	13.484	22.026	-0.288	0.07	-0.288
O	0.229	15.793	21.278	0.038	0.407	0.011
O	3.702	12.718	21.816	-0.037	0.254	-0.262
O	4.95	13.979	25.736	0.056	0.028	-0.055
O	8.089	3.95	22.748	0.206	-0.398	-0.521
O	6.265	3.415	20.671	-0.576	-0.35	-0.053
O	8.94	15.05	23.159	0.265	-0.253	-0.346
O	9.738	0.882	21.879	0.067	-0.102	0.219
O	5.15	11.118	20.404	-0.218	-0.195	-0.092
O	6.294	9.356	21.729	0.299	-0.005	-0.012
O	10.419	6.49	21.946	-0.001	-0.153	-0.262
O	8.089	7.449	21.203	0.182	-0.203	-0.001
O	8.733	12.306	26.187	-0.275	0.14	0.069
O	6.697	14.591	21.852	-0.257	0.271	-0.343
O	9.95	8.56	24.701	-0.061	-0.219	0.083
O	9.042	12.339	21.92	0.228	-0.055	-0.38
O	12.101	4.498	22.095	0.322	-0.085	-0.213
O	14.482	1.174	20.029	-0.165	-0.089	0.005
O	13.629	0.938	22.489	-0.232	0.172	-0.273
O	12.989	9.887	21.577	-0.072	0.291	-0.265
O	10.931	11.129	20.661	-0.142	-0.122	0.008
O	13.658	0	24.951	0.165	0.063	-0.043
O	14.836	7.969	24.262	0.149	-0.162	-0.111
O	14.83	11.989	21.278	-0.042	-0.233	0.554
O	11.416	15.208	21.972	0.61	-0.268	-0.198
O	14.985	10.27	23.154	-0.227	0.026	-0.21
O	13.001	12.176	23.078	-0.17	0.017	-0.427
O	2.764	2.054	24.461	-0.207	0.151	-0.167
O	1.575	16.186	25.559	-0.061	0.133	-0.118
O	11.593	15.773	26.48	0.095	0.09	0.089
O	15.939	0.274	23.614	0.096	-0.001	-0.233
O	1.859	6.853	24.163	0.024	-0.143	-0.224
O	15.959	10.451	28.986	0.19	-0.163	-0.063
O	14.409	12.63	29.449	0.033	0.165	0.277
O	0.724	8.816	22.979	-0.048	-0.15	-0.287
O	3.234	11.774	25.817	0.107	0.216	-0.123
O	2.103	11.365	23.433	0.054	-0.087	-0.313
O	6.223	11.482	26.185	0.11	-0.026	-0.007
O	8.596	9.68	30.408	0.04	-0.179	0.269
O	7.944	10.978	24.082	0.092	-0.168	-0.084
O	10.839	15.717	28.998	0.094	0.084	0.155
O	4.382	7.004	24.228	-0.003	-0.015	-0.234
O	6.24	5.209	24.084	-0.033	0.047	0.313
O	7.414	8.306	23.729	0.065	-0.163	-0.083
O	8.738	6.149	24.118	-0.08	0.072	-0.364
O	2.841	13.771	24.168	-0.279	0.06	-0.069
O	3.237	7.284	26.568	0.131	-0.29	-0.002
O	10.93	10.716	26.223	0.162	-0.145	-0.093
O	8.94	9.708	22.039	0.084	-0.109	-0.182
O	7.179	13.355	24.301	-0.052	0.004	-0.36
O	10.651	0.252	24.209	0.384	0.024	-0.449
O	8.33	5.653	27.852	0.002	-0.107	0.069
O	11.221	1.944	26.125	-0.199	0.086	-0.104
O	11.185	5.38	24.363	0.05	-0.073	-0.123
O	9.971	3.614	27.638	0.116	-0.237	0.032
O	12.432	2.66	28.432	-0.079	-0.096	-0.064
O	12.712	7.023	23.067	0.202	-0.228	-0.43
O	14.797	14.131	31.685	-0.125	0.002	0.024
O	10.573	10.935	23.682	0.195	0.153	-0.441
O	2.612	14.219	26.87	0.025	-0.049	-0.128
O	0.665	11.032	25.638	0.097	-0.155	-0.244
O	0.253	13.636	26.173	-0.002	0.137	-0.112
O	2.175	16.362	23.073	-0.134	0.049	-0.292
O	0.25	15.754	27.632	-0.005	-0.113	-0.088
O	14.124	14.858	27.02	-0.272	0.034	-0.201
O	4.195	0.008	25.175	-0.133	-0.062	-0.263
O	14.373	0.894	27.911	-0.202	0.019	-0.222
O	12.925	6.849	25.737	-0.115	-0.074	-0.041
O	4.661	11.474	28.563	0.005	-0.01	0.116
O	2.063	10.655	29.227	-0.2	0.221	-0.285
O	1.105	12.727	32.393	0.044	0.076	0.055
O	3.039	12.743	30.463	0.108	-0.055	-0.14
O	6.473	15.768	24.152	0.136	0.205	-0.251
O	5.388	6.963	28.216	-0.003	-0.026	0.171
O	7.8	1.059	34.512	-0.134	-0.044	-0.33
O	6.52	15.802	26.743	-0.186	0.012	0.065
O	12.209	4.452	26.583	0.17	-0.158	-0.23
O	9.083	0.292	26.465	-0.046	-0.037	-0.021
O	4.831	5.959	21.813	0.217	0.201	-0.188
O	8.179	4.069	25.569	0.175	0.044	-0.039
O	10.484	6.553	26.709	0.181	0.028	0.027
O	12.322	10.16	31.528	-0.296	0.152	0.079
O	7.033	10.095	28.302	-0.127	-0.155	0.251
O	8.012	7.612	26.178	0.102	-0.095	-0.098
O	9.522	10.99	28.363	0.01	0.037	0.041
O	10.751	13.199	27.526	0.123	0.101	0.191
O	7.432	3.171	27.951	-0.088	-0.117	0.196
O	8.639	2.431	30.293	0.116	0.006	-0.025
O	12.375	7.833	30.243	0.059	0.066	0.318
O	0.843	2.33	34.017	0.136	-0.417	0.381
O	12.474	9.232	24.641	0.113	-0.055	-0.233
O	14.595	8.903	31.149	0.358	-0.189	0.082
O	13.403	10.188	29.053	0.057	-0.197	-0.078
O	14.848	11.662	27.032	0.036	0.087	-0.241
O	11.319	15.29	31.563	0	0.101	0.325
O	0.451	13.456	29.971	-0.075	-0.024	0.064
O	12.725	13.857	25.069	0.052	-0.195	-0.014
O	14.215	14.673	23.057	-0.133	0.169	-0.361
O	14.758	2.462	29.907	0.179	0.285	0.102
O	12.78	0.714	30.146	0.022	-0.188	0.245
O	2.753	9.271	24.938	-0.112	0.03	-0.154
O	0.17	0.891	31.247	-0.081	-0.216	-0.128
O	0.695	8.268	29.826	-0.214	0.242	-0.007
O	16.392	7.235	32.202	0.036	0.319	0.183
O	0.931	3.219	30.092	0.035	0.146	-0.066
O	0.641	10.338	31.485	-0.051	-0.02	0.367
O	14.926	15.263	29.465	0.118	0.179	0.32
O	15.056	12.582	24.569	-0.195	-0.153	-0.441
O	4.865	9.322	27.029	0.079	-0.138	-0.39
O	2.503	8.064	31.62	0.004	-0.009	-0.032
O	5.337	3.75	32.159	0.057	0.033	0.317
O	3.584	3.925	30.094	0.179	0.058	-0.097
O	8.982	0.666	32.241	-0.344	0.013	0.075
O	8.613	14.672	28.155	0.129	0.202	0.015
O	3.322	8.311	29.011	0.001	-0.144	0.227
O	4.07	10.122	30.786	0.181	-0.026	0.15
O	5.968	5.111	29.979	0.322	0.029	0.305
O	7.231	7.503	30.078	0.287	0.204	0.209
O	7.78	11.535	33.234	-0.117	0.208	0.429
O	6.646	9.34	32.133	0.123	-0.043	0.08
O	9.994	10.299	32.71	-0.151	0.027	0.143
O	9.214	8.313	28.295	0.193	-0.148	0.111
O	9.031	3.038	0.107	0.245	0.074	-0.263
O	7.57	0.649	28.717	0.088	-0.032	0.074
O	10.614	2.94	32.064	-0.092	0.098	0.027
O	1.87	15.1	31.46	0.065	0.202	0.217
O	11.494	7.976	32.718	-0.043	-0.09	0.418
O	9.145	5.033	32.608	-0.172	-0.072	0.28
O	14.691	2.44	34.509	-0.048	-0.08	0.038
O	1.595	5.77	30.576	0.083	0.004	0.003
O	12.456	12.921	31.888	0.062	-0.221	-0.077
O	10.369	13.381	30.025	-0.113	0.077	-0.001
Si	0.004	16.352	5.537	-0.05	-0.067	-0.032
Si	2.748	2.723	5.6	0.001	-0.008	0.046
Si	16.4	5.44	5.487	-0.123	-0.077	0.01
Si	2.769	8.172	5.548	-0.062	-0.002	0.062
Si	0.004	10.934	5.513	0.019	-0.021	-0.028
Si	2.754	13.658	5.541	0.051	0.051	0.013
Si	5.506	0.006	5.523	0.053	-0.002	0.076
Si	8.285	2.773	5.504	0.042	0.028	0.041
Si	5.538	5.513	5.497	0.052	0.112	0.033
Si	8.289	8.199	5.403	0.015	0.066	-0.122
Si	5.559	10.897	5.546	-0.092	0.036	-0.008
Si	8.281	13.648	5.505	0.011	0.07	-0.038
Si	11.041	16.39	5.447	-0.002	0.07	-0.03
Si	13.722	2.721	5.43	0.047	0.074	-0.061
Si	10.945	5.478	5.437	-0.028	-0.095	-0.042
Si	13.671	8.235	5.495	0.054	-0.048	-0.045
Si	10.978	10.912	5.415	-0.038	0.016	-0.08
Si	13.675	13.652	5.464	-0.027	-0.025	-0.039
Si	1.363	1.337	6.903	0.069	-0.033	0.013
Si	4.154	4.135	6.876	-0.012	-0.039	-0.039
Si	1.367	6.807	6.872	0.089	0	-0.017
Si	4.144	9.555	6.89	0.053	-0.054	0.016
Si	1.372	12.293	6.89	0.035	-0.038	-0.008
Si	4.122	15.044	6.883	-0.067	0.043	0.006
Si	6.888	1.398	6.857	-0.026	-0.031	-0.035
Si	9.621	4.139	6.87	-0.022	-0.001	0.007
Si	6.904	6.887	6.84	-0.077	-0.047	-0.028
Si	9.621	9.56	6.813	0.034	-0.073	-0.029
Si	6.896	12.302	6.881	-0.036	0.009	0.012
Si	9.648	15.043	6.839	0.017	-0.084	-0.017
Si	12.363	1.373	6.831	-0.008	-0.061	-0.019
Si	15.037	4.088	6.854	0.018	0.034	-0.02
Si	12.298	6.847	6.829	-0.002	0.054	-0.015
Si	15.033	9.583	6.879	-0.017	0.002	0.012
Si	12.303	12.289	6.829	0.013	0.017	-0.029
Si	15.018	15.007	6.876	0.02	0.078	0.011
Si	16.402	2.734	8.233	-0.011	-0.009	0.001
Si	2.748	16.398	8.254	0.016	0.024	0.016
Si	0.001	8.199	8.229	-0.015	0.013	-0.006
Si	2.757	5.472	8.238	0.004	0.026	0.018
Si	16.397	13.663	8.248	0.006	0.013	-0.012
Si	2.749	10.922	8.239	-0.008	0.033	-0.018
Si	5.512	2.755	8.234	-0.002	-0.003	0.005
Si	8.253	0.007	8.205	-0.017	0.017	-0.019
Si	5.517	8.203	8.24	-0.034	0.019	0.012
Si	8.238	5.501	8.221	0.011	0.001	0.009
Si	5.496	13.666	8.227	-0.006	-0.007	-0.003
Si	8.254	10.916	8.215	-0.023	0.048	-0.01
Si	10.987	2.746	8.204	-0.012	0.018	-0.007
Si	13.682	0.004	8.233	0.009	-0.019	0.014
Si	10.951	8.205	8.218	-0.022	0.006	0.009
Si	13.668	5.479	8.202	-0.009	-0.04	-0.014
Si	10.964	13.662	8.226	-0.005	0.05	0.011
Si	13.657	10.946	8.236	0.016	-0.008	0.007
Si	1.375	4.105	9.588	0.023	-0.029	0.009
Si	4.119	1.387	9.588	-0.03	-0.023	0.005
Si	1.365	9.567	9.605	0.03	-0.018	-0.002
Si	4.123	6.849	9.595	0.025	-0.016	0.001
Si	1.36	15.045	9.607	0.028	-0.008	0.01
Si	4.11	12.307	9.59	-0.015	-0.016	-0.002
Si	6.87	4.136	9.592	-0.011	0.012	0.008
Si	9.603	1.393	9.571	0.004	-0.01	0
Si	6.869	9.579	9.599	-0.013	0.008	0.004
Si	9.586	6.857	9.603	-0.009	0.009	0.001
Si	6.858	15.053	9.576	-0.024	-0.025	0.001
Si	9.58	12.304	9.592	0.008	-0.038	-0.007
Si	12.32	4.123	9.591	0.025	0.003	0.004
Si	15.034	1.384	9.598	0.029	-0.017	0.008
Si	12.29	9.576	9.603	-0.001	-0.022	-0.008
Si	15.025	6.839	9.591	0.017	0.012	-0.008
Si	12.308	15.048	9.597	-0.001	0	-0.007
Si	15.017	12.313	9.613	0.017	0	-0.009

Results
total energy: -115446.601 eV
total energy less fixed offsets of O -438.35, Si -107.03 eV per atom: 19.739 eV
